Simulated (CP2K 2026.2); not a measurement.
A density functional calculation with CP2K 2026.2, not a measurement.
Periodic cell of 521 atoms, Si360O161, from a study of silicon, its oxide and their interface. The atomic structure is a simulated model.
Doubt: the forces sum to 1.87 eV/angstrom along one axis rather than to zero, so they err by at least 0.0036 eV/angstrom per atom on average; the grid cutoff is modest.

Settings
functional: PBE
method: Gaussian and plane waves
basis set: DZVP-MOLOPT-SR-GTH
pseudopotentials: GTH-PBE
grid cutoff: 300 Ry, relative cutoff 40 Ry
k points: Gamma only
occupations: fixed
spin: none
net charge: 0

Cell vectors (angstrom)
a	16.32	0	0
b	0	16.32	0
c	-8.1166	-1.5912	35.0479

Atoms and the computed forces on them: element, x, y, z (angstrom), force x, y, z (eV/angstrom)
Si	-0.288	-0.89	1.475	0.306	0.383	0.405
Si	1.769	-1.957	-2.024	-0.079	0.02	0.117
Si	0.488	-5.981	1.908	-0.068	0.071	0.078
Si	1.423	3.063	-3.367	0.017	-0.087	0.007
Si	-1.709	-7.662	0.283	-0.122	-0.004	0.229
Si	-0.775	-0.753	-1.387	-0.045	0.007	-0.093
Si	-8.191	-3.531	0.591	-0.168	-0.011	0.796
Si	6.458	0.481	1.181	0.287	-0.684	0.193
Si	3.53	3.59	0.759	0.041	-0.186	-0.003
Si	5.333	5.377	2.422	0.363	-0.05	0.631
Si	-10.367	-5.601	0.129	0.02	0.087	0.155
Si	-8.171	-7.707	0.717	0.322	0.106	0.661
Si	-5.567	0.16	2.314	0.018	0.107	0.69
Si	-6.292	4.26	0.968	-0.036	0.188	-0.009
Si	0.979	4.427	26.999	-0.047	-0.052	-0.069
Si	-7.439	4.759	-1.803	-0.026	0.07	0.098
Si	-6.026	-5.658	0.699	-0.134	-0.188	0.628
Si	-3.585	-5.757	-1.242	-0.065	-0.032	0.038
Si	0.545	0.465	3.102	-0.037	-0.007	-0.078
Si	2.248	2.101	2.895	-0.094	-0.056	0.552
Si	-0.535	4.941	2.834	-0.158	-0.233	0.737
Si	4.54	-6.266	-2.612	0.153	0.004	0.01
Si	1.495	-3.256	0.812	0.069	0.084	0.127
Si	3.343	-2.213	2.938	0.125	0.233	0.574
Si	5.082	-0.49	2.885	0.038	0.003	-0.115
Si	-8.39	2.877	2.741	0.065	-0.11	0.698
Si	4.265	6.944	-2.287	0.157	-0.059	0.035
Si	-7.723	8.634	3.01	-0.115	-0.008	-0.008
Si	5.805	-4.957	2.994	0.325	0.028	0.491
Si	-8.72	-3.357	2.879	0.021	0.006	-0.028
Si	8.409	-0.578	0.284	-0.495	0.334	0.45
Si	-2.184	3.192	2.991	0.17	0.204	0.584
Si	-4.973	6.029	2.874	0.194	0.111	0.559
Si	-3.218	7.713	2.869	-0.112	-0.194	0.665
Si	-6.008	-6.012	2.989	0.038	0.094	0.044
Si	-2.924	-2.267	2.107	-0.472	0.146	0.532
Si	-1.27	1.421	4.224	-0.063	0.03	-0.021
Si	1.299	3.991	4.021	0.01	0.026	-0.078
Si	-1.418	6.74	4.094	0.027	-0.012	-0.137
Si	1.965	8.965	4.114	0.168	-0.185	0.611
Si	-1.274	-4.251	3.921	-0.055	0.173	0.743
Si	1.563	-1.301	4.24	0.008	-0.021	-0.029
Si	4.057	1.243	4.143	0.013	0.033	-0.013
Si	6.635	4.26	4.082	-0.082	0.051	-0.098
Si	3.72	7.205	4.24	-0.234	0.17	0.413
Si	6.8	-6.736	4.19	-0.011	0.01	-0.099
Si	4.164	-3.974	4.276	-0.075	0.06	-0.028
Si	-9.541	-1.499	4.134	0.046	0.014	-0.025
Si	-6.815	1.5	3.86	0.009	-0.01	-0.007
Si	-4.006	4.215	4.1	-0.044	-0.013	-0.099
Si	-6.729	6.886	4.194	0.064	-0.098	-0.079
Si	-4.168	-6.889	4.156	0.039	-0.058	-0.08
Si	-6.95	-4.218	4.156	0.021	0.042	-0.005
Si	-4.29	-1.289	3.746	0.039	0.019	-0.099
Si	-2.803	-0.045	5.245	-0.024	-0.025	0.014
Si	0.039	2.759	5.61	-0.019	0.019	-0.013
Si	-2.715	5.476	5.592	0.03	0.024	-0.006
Si	0.077	8.104	5.335	0.026	0.057	-0.011
Si	-2.713	-5.472	5.351	0.031	0.036	0.001
Si	0.031	-2.766	5.292	-0.014	-0.041	0.018
Si	2.817	-0.005	5.688	0.036	0.028	0.022
Si	5.387	2.744	5.388	0.006	-0.009	0.021
Si	2.656	5.417	5.377	0.02	0.026	0.004
Si	5.421	-8.105	5.511	-0.059	-0.026	0.042
Si	2.772	-5.498	5.411	-0.055	-0.058	-0.007
Si	5.512	-2.714	5.69	0.033	0.039	-0.028
Si	-8.103	0.018	5.269	-0.005	0.005	-0.019
Si	-5.437	2.774	5.312	-0.025	-0.015	0.025
Si	-8.177	5.487	5.411	-0.032	0.023	0.003
Si	-5.435	8.161	5.656	0.009	0.006	-0.023
Si	-8.206	-5.467	5.666	-0.02	0.027	-0.064
Si	-5.482	-2.722	5.252	0.002	-0.032	-0.009
Si	-1.386	-1.392	6.64	-0.014	0.002	-0.016
Si	1.391	1.375	6.92	-0.011	0.012	0.039
Si	-1.35	4.106	6.91	0.017	0.012	0.034
Si	1.321	6.745	6.806	0.023	0.002	0.008
Si	-1.314	9.49	6.7	0.002	-0.006	0.012
Si	1.353	-4.127	6.724	-0.017	0.016	0.009
Si	4.149	-1.362	6.997	-0.012	-0.007	0.036
Si	6.818	1.357	6.687	0.026	0.024	-0.015
Si	4.032	4.078	6.768	0.003	0.025	0.012
Si	-9.522	6.822	6.811	0.008	-0.012	-0.002
Si	4.113	-6.745	6.891	0.016	0.013	0.018
Si	6.825	12.233	7.006	-0.015	-0.009	0.028
Si	-6.78	-1.348	6.69	-0.011	0.011	-0.011
Si	-4.088	1.362	6.674	-0.023	-0.023	-0.012
Si	-6.804	4.089	6.734	0.025	-0.033	0.017
Si	-4.062	6.807	6.943	0.012	-0.041	0.057
Si	-6.806	-6.803	6.953	-0.02	-0.011	0.034
Si	-4.084	-4.062	6.669	-0.003	0.02	0.005
Si	-0.048	-0.041	8.105	-0.042	-0.021	-0.008
Si	2.739	2.756	8.228	0.016	0.001	-0.001
Si	0.004	5.454	8.249	-0.003	0.014	0.024
Si	2.711	-8.179	8.142	-0.022	-0.01	-0.014
Si	-0.003	-5.461	8.109	0	-0.006	0.001
Si	2.698	-2.775	8.168	-0.02	-0.024	-0.02
Si	5.526	0.057	8.21	0.018	0.008	0
Si	-8.157	2.709	8.09	-0.003	-0.004	-0.014
Si	-10.897	5.431	8.127	-0.001	-0.024	-0.004
Si	8.136	8.139	8.235	0.008	-0.011	0.023
Si	5.433	10.887	8.3	0.014	-0.002	0.029
Si	-8.087	-2.661	8.188	0.003	0.019	0.02
Si	-5.429	0.005	8.074	-0.008	0.02	-0.002
Si	-2.746	2.682	8.129	-0.009	-0.009	0.023
Si	-5.463	5.406	8.18	-0.022	-0.006	0.021
Si	-2.654	8.194	8.179	0.026	0.01	-0.008
Si	-5.397	-5.384	8.157	0.019	0.027	0
Si	-2.721	-2.726	8.065	0.001	-0.007	-0.018
Si	-1.362	1.348	14.933	-0.003	0.013	-0.005
Si	1.363	4.039	14.96	0.001	-0.01	0.005
Si	-1.379	6.766	14.946	0.014	-0.006	0.003
Si	1.376	-6.781	14.972	-0.011	0.006	0.003
Si	-1.335	-4.056	14.971	-0.006	-0.003	-0.009
Si	1.358	-1.374	14.933	0.012	0.003	0.005
Si	4.084	1.361	14.983	0.001	-0.001	0.004
Si	-9.502	4.09	14.988	0.012	-0.001	-0.004
Si	4.089	-9.511	14.985	-0.011	0.021	0.008
Si	6.817	9.512	14.928	0.01	-0.019	-0.011
Si	4.093	-4.077	14.927	0.012	-0.014	-0.004
Si	6.796	-1.331	14.966	-0.017	0.008	0.001
Si	-6.781	1.378	14.991	-0.004	0.004	0.001
Si	-4.103	4.07	14.944	-0.005	0.004	-0.012
Si	-6.822	6.781	14.948	0.007	-0.011	-0.013
Si	-4.087	9.513	14.955	-0.009	0.007	0.008
Si	-6.795	-4.069	14.952	-0.01	0.008	0.002
Si	-4.05	-1.355	14.979	0.022	-0.019	0.001
Si	-2.689	0.011	16.337	-0.013	0.008	0
Si	-0.007	2.671	16.321	0.003	-0.005	-0.01
Si	-2.747	5.402	16.316	-0.013	0.006	-0.007
Si	-0.002	8.139	16.264	-0.004	0.019	-0.015
Si	-2.713	-5.427	16.282	0.011	-0.001	-0.013
Si	0.03	-2.703	16.347	-0.01	-0.026	0.012
Si	2.709	-0.035	16.308	-0.004	0.015	-0.013
Si	5.459	2.733	16.334	-0.01	-0.003	-0.013
Si	2.732	5.408	16.302	0.005	-0.01	-0.009
Si	5.47	-8.141	16.325	0.007	0	-0.006
Si	2.763	-5.421	16.322	0	0.006	-0.007
Si	5.42	-2.706	16.301	0.003	-0.004	-0.014
Si	-8.162	0.032	16.333	0.007	0.002	-0.006
Si	-5.44	2.749	16.364	0.004	-0.001	0.012
Si	-8.159	5.449	16.37	-0.019	0.017	0.008
Si	-5.468	8.136	16.297	0.001	-0.007	0
Si	-8.164	-5.442	16.292	0.002	0	-0.008
Si	-5.429	-2.713	16.313	-0.006	0.001	-0.013
Si	-1.321	-1.331	17.716	0.041	0.006	0.019
Si	1.343	1.285	17.685	-0.018	-0.013	-0.012
Si	-1.386	4.022	17.667	0.018	-0.015	-0.001
Si	1.345	6.769	17.61	-0.008	0.009	-0.015
Si	-1.36	-6.816	17.597	-0.002	0.014	-0.021
Si	1.429	-4.052	17.692	0.007	0.024	0.012
Si	4.05	-1.38	17.695	0.004	-0.021	0.003
Si	-9.51	1.393	17.717	0.031	0.023	-0.004
Si	4.111	4.094	17.693	-0.009	0.025	0.007
Si	-9.533	6.818	17.724	0.008	-0.012	0.013
Si	4.136	-6.768	17.689	0.011	0.004	0.021
Si	-9.533	-4.068	17.629	-0.012	0.021	0.007
Si	-6.785	-1.333	17.658	-0.007	-0.018	-0.032
Si	-4.057	1.375	17.691	0.025	-0.005	-0.002
Si	-6.815	4.092	17.758	0.012	-0.007	0.007
Si	-4.131	6.76	17.662	0.017	-0.026	-0.009
Si	-6.819	9.507	17.651	-0.016	0.015	0.005
Si	-4.061	-4.079	17.656	-0.019	-0.01	-0.019
Si	0.055	-0.054	19.179	0.011	0.007	-0.012
Si	2.73	2.673	18.944	0.01	-0.023	-0.031
Si	-0.043	5.43	18.96	0.019	-0.005	0.015
Si	2.768	8.09	18.919	-0.013	-0.017	-0.032
Si	0.051	-5.486	18.913	-0.002	-0.002	-0.019
Si	2.715	-2.687	19.169	-0.027	-0.034	-0.01
Si	5.436	-0.015	18.995	-0.036	-0.023	-0.002
Si	-8.187	2.753	19.15	-0.004	0.007	-0.001
Si	5.436	5.464	19.119	-0.001	0.023	-0.017
Si	-8.212	8.232	19.066	-0.01	-0.017	0.021
Si	5.429	-5.324	19.081	0.022	0.04	-0.045
Si	-8.133	-2.741	18.953	-0.003	0.011	-0.042
Si	-5.458	0.053	19.026	-0.043	0.023	-0.014
Si	-2.677	2.651	19.109	-0.008	0.006	0.002
Si	-5.456	5.449	19.13	0.007	0.001	0.029
Si	-2.753	-8.161	18.924	-0.009	0.036	-0.029
Si	-5.399	-5.498	18.972	0.029	-0.004	0.027
Si	-2.731	-2.681	19.008	-0.005	-0.005	0.034
Si	-1.308	1.291	20.544	-0.03	0.021	0.021
Si	1.348	4.031	20.22	-0.006	-0.008	0.006
Si	-1.439	6.814	20.268	0.001	-0.003	0.007
Si	1.426	-6.879	20.221	0.018	0.08	0.016
Si	-1.287	-4.094	20.198	0.033	0.01	0.014
Si	1.378	-1.405	20.666	-0.018	-0.03	0.032
Si	4.057	1.331	20.335	-0.016	0.002	-0.008
Si	-9.541	4.143	20.543	-0.015	0.002	-0.024
Si	4.018	6.806	20.453	0.016	0.035	0.038
Si	-9.553	9.644	20.44	0.003	-0.059	0.04
Si	4.08	-4.008	20.562	0.002	-0.034	0.001
Si	6.82	-1.396	20.286	0.001	-0.005	-0.04
Si	-6.804	1.36	20.469	0.028	-0.005	-0.033
Si	-4.056	4.014	20.438	-0.009	-0.003	-0.018
Si	-6.846	6.906	20.439	0.026	0.03	0.029
Si	-4.057	-6.859	20.363	0.005	-0.046	-0.023
Si	-6.749	-4.114	20.258	-0.027	0.04	-0.041
Si	-4.113	-1.296	20.369	0.033	-0.039	0.036
Si	-2.695	-0.139	21.871	0.04	0.029	0.052
Si	0.108	2.768	21.752	-0.018	0.009	0.077
Si	-2.727	5.472	21.716	-0.04	-0.014	-0.009
Si	0.066	8.071	21.538	0.013	-0.021	-0.02
Si	-2.593	-5.461	21.53	0	-0.031	0.018
Si	-0.032	-2.99	21.853	0.068	0.015	0.014
Si	2.837	0.066	21.934	0.007	0.02	0.097
Si	5.361	2.67	21.75	0.045	0.022	0.068
Si	2.632	5.309	21.682	0.044	-0.004	0.027
Si	5.068	8.55	21.696	0.061	-0.128	-0.802
Si	2.779	-5.649	21.714	-0.391	0.353	-0.117
Si	5.549	-2.601	21.856	0.006	-0.006	0.104
Si	-8.187	-0.095	21.706	0.021	0.012	0.076
Si	-5.418	2.678	21.854	-0.001	0.018	-0.012
Si	-8.193	5.611	21.866	-0.053	0.049	0.11
Si	-5.44	-8.101	21.827	0.026	-0.036	0.008
Si	-8.069	-5.331	21.745	-0.061	0.039	0.042
Si	-5.437	-2.761	21.637	-0.047	0.028	0.017
Si	-1.942	-2.133	23.021	0.081	0.033	-0.025
Si	1.82	1.851	23.143	-0.03	0.055	0.021
Si	-0.868	4.619	22.876	0.193	0.082	-0.522
Si	0.867	6.29	22.869	-0.043	-0.024	0.04
Si	-0.874	-6.525	22.757	0.208	0.407	-0.402
Si	-9.425	6.852	23.522	0.36	-0.258	-0.589
Si	4.76	-0.739	23.146	0.169	0.279	-0.661
Si	-9.792	1.059	23.003	0.003	0.016	-0.031
Si	3.555	3.555	23.012	-0.13	-0.187	-0.564
Si	-9.297	-4.925	25.949	0.157	0.045	-0.206
Si	2.017	5.124	-1.275	-0.026	-0.116	0.033
Si	7.342	-3.593	23.043	0.199	0.207	-0.653
Si	-7.22	-1.898	22.946	-0.212	-0.131	-0.516
Si	-4.012	1.294	23.209	-0.059	-0.03	-0.673
Si	-5.978	7.979	27.29	0.027	0.003	-0.121
Si	-4.326	6.554	23.108	0.062	0.128	-0.641
Si	-6.485	-6.405	23.126	0.026	0.043	0.006
Si	-3.674	-3.816	22.784	0.007	-0.013	0.005
Si	0.675	-5.948	-5.388	0.035	-0.095	-0.067
Si	-2.002	2.903	25.016	0.067	0.066	-0.142
Si	-8.762	2.526	-3.212	-0.109	-0.005	-0.006
Si	-2.554	0.318	-5.037	-0.017	-0.012	-0.041
Si	-3.035	3.913	-1.577	-0.019	-0.015	0.043
Si	-4.021	2.297	0.812	0.093	-0.13	-0.011
Si	4.04	5.944	-5.143	-0.108	0.019	-0.016
Si	5.068	-3.447	-5.755	-0.085	0.157	0.063
Si	2.623	-4.236	-3.943	0.141	0.016	-0.017
Si	4.584	-6.215	27.362	0.015	0.042	0.062
Si	4.571	5.484	25.037	-0.014	-0.03	-0.181
Si	-0.793	5.72	-0.239	-0.013	-0.045	0.19
Si	-5.237	-3.225	-5.566	-0.027	0.021	-0.098
Si	4.706	-1.132	26.25	-0.068	-0.083	-0.075
Si	0.627	-4.456	25.404	0.05	-0.1	-0.704
Si	-2.118	4.431	27.568	0.077	0.031	-0.067
Si	0.721	1.765	25.271	0.325	-0.054	-0.592
Si	-6.068	-0.106	25.022	0.015	-0.191	-0.005
Si	-9.876	-6.035	-5.137	-0.1	0.06	0.007
Si	3.93	-0.125	-2.749	0.001	0.004	-0.062
Si	-1.213	1.771	-2.857	-0.024	0.026	0.086
Si	2.164	-2.632	27.38	0.011	0.079	-0.087
Si	-6.605	4.347	23.069	0.013	-0.041	-0.521
Si	4.829	1.03	28.202	0.043	0.028	0.052
Si	-9.141	-2.389	27.627	0.026	-0.014	-0.054
Si	0.907	-4.868	23.083	-0.059	-0.065	-0.012
Si	-2.901	7.362	27.534	0.006	-0.002	0.013
Si	-5.075	5.923	-3.095	0.071	0.08	0.053
Si	-7.56	-7.379	24.918	0.074	0.345	-0.623
Si	-2.73	-7.726	24.907	0	-0.012	-0.19
Si	-4.229	-3.537	26.792	0.012	-0.008	-0.078
Si	-6.797	-5.939	-5.455	0.084	0.052	-0.05
Si	-9.619	6.234	-0.355	-0.023	0.095	0.15
Si	-9.937	-1.175	-3.966	-0.024	0.076	0.004
Si	-7.438	-0.162	-2.732	-0.126	-0.114	0.175
Si	1.817	6.727	24.948	-0.243	-0.248	-0.541
Si	-2.231	-6.785	-5.963	-0.073	0.024	0.03
Si	-4.689	-5.244	24.352	-0.167	0.201	-0.656
Si	1.723	7.688	-5.776	0.076	-0.037	-0.015
Si	-8.955	2.618	27.549	0.021	-0.056	0.039
Si	1.265	4.849	-5.546	0.158	-0.029	-0.057
Si	3.101	1.138	-5.311	-0.219	-0.2	-0.435
Si	-4.889	5.235	-6.036	0.063	-0.034	-0.115
Si	-10.174	1.543	-5.591	-0.051	-0.093	-0.03
Si	-4.509	-7.327	-3.798	-0.056	-0.052	0.069
Si	-1.702	-2.461	25.309	-0.099	0.045	-0.578
Si	-4.579	-1.353	-3.246	0.023	0.039	0.024
Si	-6.143	-1.277	27.831	0.186	0.212	0.474
Si	-8.279	2.133	24.543	-0.41	-0.122	-0.469
Si	-3.164	-2.72	-0.905	-0.049	0.008	0.156
Si	5.243	1.98	-1.182	-0.036	-0.038	0.019
Si	1.683	-7.048	26.597	-0.043	0.019	0.08
Si	-10.623	5.186	27.943	-0.101	-0.056	-0.071
Si	0.029	-0.517	27.114	-0.033	-0.016	0.057
Si	-1.379	1.327	9.488	0.01	0.01	0.012
Si	1.368	4.092	9.582	0.003	-0.019	0.011
Si	-1.351	6.824	9.573	0.006	0.018	0.013
Si	1.35	-6.813	9.501	0	-0.002	0.012
Si	-1.37	-4.086	9.459	0.006	-0.005	0.004
Si	1.328	-1.385	9.483	0.011	0.007	-0.005
Si	4.121	1.39	9.548	-0.009	0.002	0.011
Si	-9.52	4.065	9.476	-0.014	-0.001	-0.004
Si	4.075	6.788	9.512	0.003	0.017	-0.007
Si	6.803	9.507	9.596	-0.005	-0.006	0.016
Si	4.05	-4.073	9.588	-0.006	-0.01	0.011
Si	-9.46	-1.324	9.555	0.013	0.011	0.019
Si	-6.792	1.354	9.466	0.002	-0.013	-0.013
Si	-4.091	4.042	9.514	-0.004	0.002	0.003
Si	-6.807	6.771	9.547	0.002	0.013	0.015
Si	-4.038	-6.761	9.51	-0.017	-0.021	0.002
Si	-6.745	-4.04	9.538	-0.021	-0.001	0.02
Si	-4.07	-1.359	9.452	0	0.012	-0.007
Si	-2.731	-0.015	10.854	-0.007	-0.007	0.007
Si	-0.015	2.691	10.867	-0.006	0.003	-0.007
Si	-2.733	5.426	10.872	0.007	-0.007	-0.012
Si	0.014	-8.147	10.916	0.005	-0.007	0.008
Si	-2.697	-5.42	10.886	0	0.013	0.001
Si	-0.016	-2.737	10.85	-0.014	-0.007	0.001
Si	2.718	-0.012	10.836	-0.001	-0.001	-0.02
Si	-10.853	2.743	10.905	0.017	0.003	0.007
Si	2.734	5.45	10.919	-0.003	0.005	0.009
Si	5.426	8.135	10.902	-0.003	0.003	0.008
Si	2.698	-5.464	10.895	0.001	-0.006	0.007
Si	-10.867	-2.692	10.883	-0.001	0.008	-0.011
Si	-8.117	0.03	10.904	0.001	0.002	0.011
Si	-5.45	2.696	10.867	-0.004	-0.009	0.011
Si	-8.176	5.412	10.877	0.011	-0.012	0.005
Si	-5.42	-8.15	10.85	-0.004	0.003	-0.023
Si	-8.128	-5.417	10.884	0	0.004	-0.009
Si	-5.398	-2.688	10.89	-0.001	-0.001	0.008
Si	-1.365	-1.37	12.212	-0.007	-0.002	-0.001
Si	1.366	1.34	12.217	-0.004	0	0.001
Si	-1.368	4.061	12.228	-0.005	-0.004	-0.003
Si	1.367	-9.517	12.274	0.01	0.018	0.007
Si	-1.352	-6.786	12.26	0.009	0.006	0.011
Si	1.343	-4.086	12.226	-0.005	-0.015	-0.005
Si	4.079	-1.342	12.231	0.01	0.003	0.008
Si	-9.496	1.379	12.259	0.004	0.004	0.01
Si	-12.223	4.087	12.27	0.01	0.008	0.009
Si	6.793	6.776	12.242	-0.007	-0.007	-0.004
Si	4.073	9.508	12.249	-0.012	-0.011	-0.002
Si	-9.504	-4.061	12.235	0.006	-0.008	-0.001
Si	-6.768	-1.34	12.261	0.003	0.012	0.009
Si	-4.086	1.342	12.226	-0.002	-0.005	-0.003
Si	-6.806	4.061	12.229	-0.007	-0.009	-0.004
Si	-4.087	6.798	12.227	-0.015	-0.001	0
Si	-6.777	-6.798	12.227	0.011	0.005	0
Si	-4.055	-4.065	12.249	0.011	0.007	0.009
Si	-0.001	-0.014	13.573	-0.004	-0.009	-0.005
Si	2.725	2.696	13.592	-0.004	-0.002	-0.001
Si	-0.003	5.409	13.6	-0.006	-0.007	-0.005
Si	2.728	-8.156	13.628	0.013	0.001	0.007
Si	0.008	-5.427	13.617	0.006	0.016	0.007
Si	2.72	-2.726	13.571	-0.015	-0.012	-0.01
Si	5.438	0.019	13.598	0.004	0.011	0.002
Si	-8.142	2.73	13.628	0.007	0.013	0.002
Si	-10.869	5.444	13.635	0.011	0.005	0.008
Si	8.169	8.149	13.571	-0.002	-0.003	-0.01
Si	5.454	10.88	13.578	-0.004	0.002	-0.012
Si	-8.156	-2.697	13.605	0.005	-0.004	-0.004
Si	-5.419	0.011	13.633	0.008	0.003	0.02
Si	-2.735	2.708	13.587	-0.001	0.001	-0.009
Si	-5.455	5.434	13.582	-0.008	0.002	-0.008
Si	-2.726	8.151	13.593	-0.004	-0.009	-0.001
Si	-5.432	-5.434	13.593	-0.007	-0.006	0.003
Si	-2.698	-2.708	13.608	0.008	0.003	0.013
O	-0.032	-0.329	-0.016	0.503	0.319	-0.06
O	-1.873	-1.066	1.792	0.047	0.288	-0.293
O	-7.653	3.983	1.783	-0.348	0.666	-0.23
O	4.462	6.693	2.842	-0.106	0.299	-0.391
O	-3.228	-7.038	-4.731	0.051	0.03	-0.097
O	-0.299	-5.323	3.167	0.446	-0.021	0.374
O	3.206	-6.509	26.588	0.161	0.131	-0.423
O	1.54	-2.919	-0.755	-0.156	-0.504	-0.143
O	-9.334	1.907	1.815	-0.104	0.095	-0.107
O	-6.944	-6.858	0.059	0.156	-0.243	-0.562
O	-10.153	5.739	1.085	0.356	0.087	0.141
O	-2.845	-8.041	1.374	-0.434	0.1	-0.134
O	-9.577	-6.962	0.44	-0.285	-0.338	0.1
O	5.152	-5.248	1.495	-0.332	0.168	-0.178
O	-4.478	0.785	1.22	0.532	-0.407	-0.335
O	-4.02	4.989	-2.277	0.093	0.143	0.365
O	-2.604	2.632	1.499	0.192	0.234	-0.454
O	-5.631	5.686	1.377	0.01	0.286	-0.453
O	-6.736	-4.227	0.367	0.437	0.386	-0.16
O	-4.582	-5.713	0.018	0.272	-0.006	0.082
O	0.32	-2.41	1.542	-0.205	-0.342	0.279
O	1.613	-6.958	2.549	0.187	-0.142	-0.52
O	-2.171	-3.557	2.748	-0.097	-0.365	-0.481
O	-10.451	7.991	22.989	-0.13	0.336	0.412
O	3.914	-6.739	22.276	0.032	0.152	0.117
O	3.44	6.609	24.755	0.123	0.152	-0.035
O	-10.79	0.806	-0.117	-0.079	-0.237	0.17
O	-1.02	0.139	28.157	0.037	0.507	-0.168
O	-8.197	-2.108	-0.152	-0.231	0.023	-0.715
O	-3.225	2.424	24.091	-0.194	0.555	0.319
O	-3.764	-6.494	24.835	0.001	0.128	0.516
O	-0.933	-5.963	-5.469	-0.154	0.372	0.259
O	-0.507	-6.853	0.996	0.094	0.038	0.177
O	4.594	3.235	-0.402	0.287	0.386	-0.121
O	-9.459	4.132	27.671	0.189	0.225	-0.07
O	-8.954	2.229	25.997	-0.308	0.02	0.017
O	-2.815	5.811	27.089	-0.429	0.099	-0.189
O	-2.17	3.057	-2.65	-0.069	0.135	-0.37
O	2.905	-2.805	1.465	0.411	0.073	-0.183
O	-7.742	-1.599	27.847	0.049	-0.039	0.2
O	-6.535	6.511	27.708	-0.214	-0.389	-0.385
O	-5.446	5.427	23.632	-0.181	0.084	0.459
O	-4.553	7.446	-3.3	0.177	-0.015	0.216
O	-5.85	-0.242	26.608	0.22	0.479	0.226
O	-6.688	-0.58	1.372	0.012	-0.479	0.254
O	3.657	-3.938	-5.142	-0.508	-0.073	-0.212
O	2.337	-2.837	-3.227	0.122	0.157	-0.3
O	-10.779	-5.431	26.338	-0.427	-0.103	-0.114
O	0.341	2.141	-2.604	0.102	-0.5	0.223
O	-4.477	3.759	-6.56	-0.218	-0.361	0.164
O	3.287	7.351	-5.475	0.221	0.368	-0.145
O	-10.361	-7.263	-6.078	-0.195	-0.263	0.21
O	2.884	-0.82	-1.739	-0.048	0.175	0.348
O	-0.904	-3.882	25.502	-0.518	-0.329	0.343
O	5.259	-7.587	27.871	-0.131	-0.494	-0.458
O	5.339	5.651	-6.051	0.191	-0.429	0.18
O	-3.931	-3.734	-6.371	0.372	0.326	0.283
O	-5.06	-4.469	25.749	-0.457	0.117	0.27
O	-0.319	5.377	1.268	0.404	0.121	-0.073
O	4.562	6.047	-3.612	0.357	-0.227	-0.185
O	-7.731	3.747	-3.022	0.23	0.22	-0.175
O	-8.367	7.225	-0.078	0.359	-0.142	-0.321
O	2.897	4.808	-5.443	0.114	-0.678	0.08
O	-1.864	-0.763	-6.029	-0.085	-0.388	0.231
O	0.696	-5.794	26.33	-0.362	-0.304	0.547
O	4.855	5.469	26.606	-0.196	0.231	0.191
O	-7.493	0.109	-1.128	0.149	0.566	-0.01
O	-6.689	-1.498	24.465	0.127	-0.17	0.571
O	-7.844	1.225	-3.43	0.415	0.119	-0.569
O	-7.457	2.539	28.179	0.387	-0.356	-0.176
O	-4.683	0.238	24.266	0.206	-0.213	0.153
O	-2.188	-8.068	26.388	0.366	0.069	0.005
O	-4.217	-1.837	-1.751	-0.255	0.358	-0.096
O	1.083	-1.512	27.831	-0.099	-0.234	0.751
O	-10.354	5.752	24.265	0.191	-0.26	0.155
O	2.702	2.314	1.312	-0.374	-0.581	-0.466
O	-9.315	-4.416	-0.175	0.17	-0.053	-0.713
O	-9.942	0.05	-5.018	0.063	-0.135	-0.382
O	-9.989	1.635	28.31	0.037	-0.407	0.492
O	-9.356	-4.101	24.558	-0.104	-0.006	0.355
O	3.384	-0.106	-4.281	-0.272	-0.311	-0.243
O	-0.855	-1.305	26.029	-0.038	0.326	-0.179
O	3.628	-2.031	27.055	0.138	-0.266	0.147
O	-1.406	-7.279	24.115	0.087	0.13	0.294
O	4.548	1.703	-5.866	-0.18	0.505	-0.627
O	-5.232	3.151	1.454	-0.094	-0.095	0.584
O	1.179	-4.777	-4.418	-0.3	0.138	0.481
O	1.49	-8.074	25.379	-0.309	0.317	-0.379
O	-5.943	-0.519	-3.175	-0.051	0.467	-0.228
O	-3.498	7.271	24.332	0.072	-0.266	0.223
O	-10.277	-4.71	-5.965	0.063	-0.002	-0.657
O	-1.722	-2.022	-1.099	0.092	-0.424	-0.368
O	-10.594	-6.053	-3.691	0.309	-0.038	0.169
O	-7.054	1.093	24.651	0.029	0.013	0
O	-3.57	-2.712	0.674	-0.55	-0.356	-0.13
O	0.603	4.125	-4.269	-0.503	0.06	0.033
O	-0.5	4.557	27.659	-0.148	-0.093	0.523
O	1.193	-4.824	1.029	0.406	-0.403	-0.387
O	-2.043	4.773	-0.628	-0.001	-0.191	0.084
O	-6.512	5.972	-2.337	-0.372	0.757	0.058
O	-3.853	2.777	-0.726	-0.126	-0.361	-0.45
O	1.326	5.744	26.139	-0.16	0.065	0.294
O	-3.591	6.204	-6.056	0.177	0.043	0.279
O	-8.485	7.638	24.591	-0.136	-0.168	0.26
O	-10.865	6.803	-1.202	-0.124	0.033	-0.091
O	-10.429	-2.478	-4.759	0.4	-0.378	0.025
O	-4.764	-2.671	-4.144	0.132	-0.455	0.361
O	-5.842	-6.971	-4.653	-0.114	-0.164	-0.159
O	0.44	5.44	-1.241	-0.058	-0.081	-0.419
O	-10.098	-1.655	26.529	0.125	0.086	-0.209
O	-6.273	-4.423	-5.273	-0.242	0.236	0.249
O	0.373	-1.228	-2.43	0.012	-0.263	-0.537
O	-8.817	-3.899	27.12	0.372	-0.094	0.177
O	-1.596	0.55	-1.861	-0.244	-0.059	0.109
O	-5.324	-2.651	27.564	0.061	-0.17	0.313
O	-3.082	-4.234	-1.473	0.187	0.034	-0.556
O	4.58	0.417	26.721	0.177	0.414	-0.25
O	-8.469	-1.301	-3.283	-0.082	-0.552	0.264
O	2.848	6.433	-1.704	-0.434	0.263	0.404
O	4.191	1.398	-2.262	-0.335	0.228	-0.129
O	2.345	2.233	-4.388	0.164	0.088	-0.044
O	0.819	6.397	-5.485	-0.536	0.267	-0.069
O	-1.378	1.189	-4.35	0.503	0.121	-0.307
O	-1.174	7.284	-0.366	-0.089	-0.126	-0.585
O	-9.712	2.666	-4.513	-0.267	0.489	0.013
O	3.274	-5.341	-2.97	-0.357	-0.078	0.199
O	-7.559	3.572	24.183	-0.236	0.226	0.387
O	-5.339	5.181	-4.5	-0.103	-0.295	0.122
O	2.509	4.697	0.201	-0.467	0.474	0.08
O	4.004	4.05	24.529	0.107	-0.306	0.544
O	-4.4	7.97	27.599	0.084	0.492	-0.033
O	-6.581	4.09	-0.599	0.242	-0.223	0.007
O	-3.426	-0.443	-3.918	-0.127	-0.181	-0.014
O	-6.753	-7.263	28.217	0.166	0.567	-0.124
O	-0.89	1.726	24.973	-0.198	-0.472	-0.369
O	-4.368	-6.337	-2.526	-0.465	0.317	-0.029
O	2.297	3.887	-2.288	0.495	-0.111	0.015
O	-2.484	3.252	26.513	-0.497	-0.363	0.363
O	1.65	-3.359	26.027	0.382	0.159	-0.249
O	2.095	4.234	28.144	0.031	0.503	-0.06
O	-9.703	2.396	-1.903	0.14	0.112	0.379
O	-8.29	-6.104	-4.88	-0.084	-0.357	0.629
O	5.344	-0.909	-2.747	0.139	-0.135	0.61
O	-8.351	-6.234	25.779	0.253	-0.18	0.613
O	-1.331	4.258	24.422	0.142	0.303	0.36
O	-3.363	-4.372	27.864	0.263	0.204	-0.264
O	1.062	3.161	26.003	0.162	0.287	-0.43
O	-8.911	5.106	-1.248	-0.266	-0.263	-0.103
O	-3.504	1.38	-5.812	-0.373	-0.183	0.156
O	-2.348	-6.729	-0.868	0.29	-0.17	-0.216
O	-5.956	-2.072	-6.435	-0.034	0.163	-0.059
O	5.002	-5.813	-1.135	-0.474	-0.08	0.073
O	-3.173	-2.596	25.993	-0.39	0.132	-0.1
O	4.111	-7.814	-2.632	-0.217	-0.014	-0.119
O	4.295	4.185	2.05	0.006	-0.489	0.345
O	-1.787	8.099	-6.547	0.686	-0.099	0.041
O	0.956	0.564	26.336	0.577	-0.239	0.34
O	1.382	-7.813	27.993	-0.02	-0.379	0.025
O	4.385	-1.21	24.673	-0.458	-0.248	0.184
O	-6.307	-7.974	25.771	0.232	-0.141	0.008
O	1.222	-7.393	-4.867	-0.14	-0.182	0.755

Results
total energy: -109108.751 eV
total energy less fixed offsets of O -438.25, Si -107.07 eV per atom: -5.301 eV
